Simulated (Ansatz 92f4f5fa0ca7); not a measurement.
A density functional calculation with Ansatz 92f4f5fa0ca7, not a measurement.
Periodic cell of 140 atoms, Si84O56, from a study of silicon, its oxide and their interface. The atomic structure is a simulated model.

Settings
functional: r2SCAN
potential files: Ansatz norm-conserving
basis: plane waves
wave-function cutoff: 1300 eV
density cutoff ratio: 4
exchange-correlation grid ratio: 1
k mesh: 2 x 2 x 1, shifted by 0.5 0.5 0.5 of a step
self-consistency stop: 5e-08 eV per atom in the density residual
occupations: Fermi-Dirac, 0.05 eV
spin: none
net charge: 0

Cell vectors (angstrom)
a	10.88	0	0
b	0	10.88	0
c	0	0	20.4167

Atoms and the computed forces on them: element, x, y, z (angstrom), force x, y, z (eV/angstrom)
Si	-0.2318	0.2036	0.1343	-0.6921	2.0009	-0.7203
Si	2.9072	2.4749	0.2457	1.2376	1.5209	-2.0582
Si	0.003	5.9552	0.3536	-0.4124	1.355	1.4732
Si	5.4415	6.9213	-3.3154	-1.6115	-0.0264	2.167
Si	4.921	0.2212	0.2065	-1.4856	2.153	1.8481
Si	8.9543	3.0384	-0.1897	-2.6054	0.1153	0.4102
Si	5.845	4.7945	-0.878	-0.2703	-1.4884	0.4594
Si	9.4527	7.8195	-0.1136	0.0161	-0.2939	-0.4789
Si	1.457	1.1605	1.327	-0.9315	0.5773	0.8995
Si	4.3595	4.0318	1.2569	-1.0261	0.4052	-0.6532
Si	1.4976	6.8425	1.9845	-0.6592	0.7973	-2.6561
Si	3.7366	9.4475	1.434	1.855	-0.939	-0.2852
Si	6.6116	1.4156	1.307	1.4667	0.1602	-0.2666
Si	9.8264	4.2599	1.5378	-0.4024	0.2525	0.2548
Si	7.0304	6.0136	0.6333	1.3449	4.6518	1.8899
Si	9.6749	9.4884	1.4673	-1.177	0.5517	0.1017
Si	0.1573	2.6205	2.7246	-0.2874	0.0991	0.6114
Si	2.5449	-0.142	2.835	-0.3306	-0.1688	1.0775
Si	-0.215	8.1241	2.9462	2.4857	0.8283	1.4624
Si	2.8896	5.2665	2.7449	0.3223	-0.4698	1.045
Si	5.3981	2.6992	2.783	0.8252	0.7329	1.2678
Si	8.1393	0.0131	2.6427	-0.5973	-0.3332	0.0237
Si	5.2642	8.0282	2.6036	1.1824	1.3229	0.2049
Si	8.1242	5.4663	2.8284	-0.1322	-1.4745	-1.3373
Si	1.485	3.9093	4.2448	0.1444	-0.4716	-0.0466
Si	3.9425	1.3729	4.0371	0.8018	-0.941	0.8719
Si	1.195	9.6204	4.4174	-0.1141	-0.9063	-0.6317
Si	4.0336	6.7814	4.1578	0.2992	-1.4547	-1.4864
Si	6.7238	4.1862	4.3111	0.1834	-1.2737	-0.7866
Si	9.4065	1.4072	4.1291	0.5941	1.1888	-0.3132
Si	6.925	9.3484	4.0372	-0.6941	0.5146	-1.9516
Si	9.603	6.5468	4.1893	-0.9986	1.1552	0.9116
Si	-0.0594	0.3124	5.6347	-0.5119	-0.7066	-0.6211
Si	2.7296	2.4701	5.7657	-0.6924	1.2938	-0.3569
Si	0.0301	5.2408	5.6408	0.6335	-0.1518	0.0925
Si	2.6607	7.9714	5.4238	-1.5561	1.1853	1.8392
Si	5.6549	-0.0284	5.264	-0.4571	-0.175	-0.5507
Si	8.1412	2.851	5.737	0.1783	0.0278	-1.0995
Si	5.2058	5.4122	5.5645	0.6446	0.7435	0.617
Si	8.2633	8.1319	5.4496	0.2048	-0.0586	-0.4592
Si	1.202	1.3191	7.2835	1.5186	-0.8103	-0.1009
Si	3.9864	4.0157	7.0266	-0.2996	0.415	0.1943
Si	1.2921	6.567	7.1509	-1.3214	1.6764	-2.4849
Si	4.3398	9.3009	6.3495	0.0929	0.1423	1.9309
Si	6.9836	1.13	6.7918	0.5523	0.7694	-0.2748
Si	9.3937	4.3193	7.214	-0.2367	0.3059	-1.4716
Si	6.5151	7.1771	6.5434	0.9647	-0.8633	1.8395
Si	9.5099	9.6636	6.711	0.4299	-0.9837	1.8366
Si	-1.2961	3.4601	9.2624	0.4922	-0.9699	1.7058
Si	3.6879	-0.1802	8.3084	-0.9915	-0.4315	-1.0913
Si	-0.1363	8.1127	8.3135	1.0885	1.0217	-0.2313
Si	2.2791	5.172	8.4965	0.8456	-2.2973	1.2438
Si	5.498	2.4621	7.8621	-1.2484	-1.7912	1.6373
Si	8.5677	0.2278	8.3547	-0.6943	-1.3453	-0.4672
Si	5.4001	8.2831	8.277	0.3858	-0.9462	-3.0275
Si	8.1085	6.2232	8.3116	-0.9824	-0.0983	-0.7504
Si	0.7111	4.3302	10.2798	-0.031	-0.1199	0.5662
Si	5.014	2.4918	12.8718	0.8172	-0.4425	2.3271
Si	1.9558	8.6564	10.5618	-0.1017	1.2827	0.0902
Si	3.6295	6.2613	9.9596	-0.8745	2.488	-0.8693
Si	7.3675	3.8669	9.8933	-0.862	-0.3012	-4.8097
Si	10.2421	1.1671	9.6209	-2.1072	1.2515	1.3228
Si	7.6279	9.7982	10.066	-1.0822	-0.5198	-1.5666
Si	9.0652	7.7658	10.0288	0.7194	-0.4345	0.1368
Si	-0.1381	-3.7324	11.7346	-1.8251	-0.9382	-0.2754
Si	-2.823	10.3342	14.1745	-0.471	2.2696	-1.5131
Si	-0.8031	12.0165	12.2624	2.5804	0.586	-0.6946
Si	3.3085	-0.3248	10.6556	-0.0064	-2.1552	0.081
Si	7.1016	5.6688	13.8923	0.7119	-0.5459	-0.7136
Si	-1.634	3.922	13.5593	0.5666	0.8942	2.726
Si	-4.0079	3.6448	15.0465	1.2524	0.6894	1.6064
Si	2.0965	9.2318	17.7849	-0.5834	0.5429	-1.4058
Si	2.6056	6.4111	16.3331	-0.8184	0.3362	0.5449
Si	2.161	5.0855	19.0197	-0.8138	-0.7729	-0.6602
Si	-5.1306	11.1717	12.2959	1.0258	-1.7849	-1.8333
Si	7.0753	3.2854	18.0854	1.113	0.9117	-0.805
Si	10.2177	-0.7453	18.4466	1.6429	0.0045	-0.1805
Si	5.4216	4.5375	11.8652	1.1319	1.6407	0.9748
Si	7.985	7.2985	15.2249	2.7018	0.6673	-0.0685
Si	2.7689	7.7335	20.4154	-1.4657	1.3993	1.2907
Si	2.1244	2.0385	12.0243	-1.1154	-1.9142	-1.3218
Si	4.9994	-1.0632	18.0219	-1.5864	-1.7025	-3.9022
Si	7.5168	11.181	16.964	1.3573	-1.7032	1.4099
Si	10.784	6.1156	14.666	0.2858	0.71	0.4209
O	0.6928	-0.7548	-2.9952	0.1297	-0.916	1.1287
O	-3.758	1.703	-2.8585	-0.372	2.5946	1.2529
O	2.1615	3.4834	-0.9307	1.0481	0.8133	0.3743
O	0.6636	5.6111	-1.0817	0.1154	-0.6126	-0.7373
O	-0.8935	8.6442	-1.4449	-0.1955	-2.268	0.2696
O	2.1447	8.9595	-1.0389	0.0773	-2.0017	0.9625
O	4.2385	6.5228	-4.3985	-0.3966	-0.2883	0.7016
O	4.8355	-2.6749	-2.4947	1.2633	-0.5301	-0.6037
O	5.4074	-0.7002	-0.9551	1.578	-0.3938	-0.3387
O	7.3163	2.5891	0.2721	0.5531	-0.3953	-0.0434
O	7.9854	-3.7263	-0.2787	-1.1087	-1.5937	0.2971
O	16.9914	7.3302	1.3824	-0.2835	-1.7683	-0.6877
O	3.0849	6.2597	-0.6856	0.6048	0.2575	-0.1262
O	8.6623	3.713	-1.7145	-1.4398	-1.7686	0.3511
O	8.092	11.2608	-4.9335	0.1984	0.4656	0.0239
O	-4.583	2.5838	9.3066	1.501	2.8236	1.3323
O	1.2749	3.3381	11.5593	0.9284	0.8623	-1.5008
O	2.6715	1.1437	10.6725	0.0373	2.2654	2.166
O	3.418	2.2475	13.0192	-1.7845	0.0866	-0.4446
O	0.7918	8.4444	11.7013	0.9881	0.8006	-1.4049
O	0.9332	11.8903	12.5289	-1.903	0.5643	0.7335
O	4.3859	5.144	10.7911	0.9987	-1.0755	1.1072
O	2.9919	7.4598	10.9349	0.6774	-1.7579	-0.8522
O	4.3488	1.2657	8.3102	1.3935	1.8402	-0.3981
O	6.9075	5.2965	9.0297	0.7386	-1.9429	0.9402
O	11.6388	1.4852	8.8705	0.6275	0.441	-0.7934
O	10.5468	-3.7553	13.3473	0.1565	-1.6104	1.5566
O	2.2136	10.9287	7.573	0.2854	-0.3801	0.1734
O	7.0703	10.8111	11.2345	-1.4167	0.0412	-0.7926
O	11.2619	5.709	11.1074	0.3233	0.8346	0.493
O	5.6726	16.8703	18.4688	-0.6306	0.3601	-1.9054
O	5.7261	2.5892	14.4997	-0.2311	0.4579	-1.7779
O	-2.1446	10.5103	17.9561	-1.5488	1.4573	-1.9573
O	-1.3193	6.7169	15.8275	-0.4006	-0.3541	-2.8578
O	-2.5897	8.8766	14.6892	-0.1829	-3.1716	0.6547
O	-1.239	13.5727	12.6715	0.1044	-1.9484	-1.9098
O	9.6827	-9.218	20.5225	1.1251	-2.2231	-0.8369
O	1.4053	-2.2303	8.9866	-0.9321	-0.2933	1.3328
O	1.991	7.7818	16.978	0.8494	1.4722	0.4832
O	4.5364	7.1199	8.9099	-0.6229	-0.7221	0.8455
O	-4.5758	8.9348	9.3655	1.4297	2.2002	2.0448
O	2.394	5.2112	17.4142	0.5281	-0.3099	0.6357
O	4.3791	10.2443	11.9286	1.1975	1.7651	-0.7065
O	6.6617	4.1321	16.6591	0.6529	-1.9389	-0.165
O	-4.0983	7.1854	16.2931	0.5337	0.7301	0.8074
O	5.7975	5.7866	12.9334	-0.9456	-0.4606	-1.1172
O	3.9797	1.442	19.8667	0.0639	-0.6302	0.9501
O	-0.2742	4.5365	14.2157	0.1315	1.2865	0.3079
O	-4.3164	10.5323	13.5082	0.5491	-0.5803	2.1167
O	6.9569	4.1855	11.352	-1.5841	-0.1668	1.9901
O	6.1562	-0.5878	16.9742	0.0031	-0.0124	0.3152
O	1.5574	6.0836	15.1355	-1.6835	0.4864	-0.6243
O	9.199	10.938	13.0956	-0.2409	-0.3759	0.6711
O	3.4616	10.1452	17.4937	-0.4877	0.2095	0.2069
O	-2.3706	5.3244	13.016	-0.1237	-2.0625	0.386
O	8.5219	3.1822	14.8935	-2.414	1.0022	-1.1683

Results
free energy: -35858.295 eV
free energy less fixed offsets of O -463.61, Si -117.95 eV per atom: 11.665 eV
pressure: -2.09 GPa
stress xx, yy, zz, yz, xz, xy (GPa, positive in tension): 2.21, 1.78, 2.29, -0.41, 0.62, -0.27
